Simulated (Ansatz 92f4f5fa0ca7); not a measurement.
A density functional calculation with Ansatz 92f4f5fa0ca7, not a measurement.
Periodic cell of 444 atoms, Si256O116H72, with a vacuum gap, from a study of silicon, its oxide and their interface. The atomic structure is a simulated model.

Settings: functional r2SCAN; potential files Ansatz PAW; basis plane waves; wave-function cutoff 800 eV; density cutoff ratio 5; exchange-correlation grid ratio 1; k mesh 1 x 1 x 1, Gamma-centred; self-consistency stop 2e-11 eV per atom in the density residual; occupations fixed; spin none; net charge 0; applied field sawtooth along c, amplitude +0.015 V/angstrom in the program's sign convention, ramp centred at 0.9865 of c and 0.0270 of c wide, no dipole correction.

Cell vectors (angstrom)
a 16.3305 0 0
b 0 16.3305 0
c 0 0 37.0008

Atoms and the computed forces on them: element, x, y, z (angstrom), force x, y, z (eV/angstrom)
Si -0.726 0.506 23.358 -0.007 0.01 0.021
Si 2.025 3.009 23.111 -0.012 0.006 0.023
Si 0.067 5.321 23.669 0.011 0.003 0.026
Si 2.818 8.106 23.703 0 -0.003 0.026
Si 0.842 10.444 23.174 0.013 -0.006 0.024
Si 2.835 13.73 23.22 -0.002 0 0.023
Si 5.463 0.197 22.958 0.003 0 0.021
Si 8.486 2.424 23.403 0.013 -0.006 0.018
Si 5.005 5.942 23.26 -0.006 0.012 0.027
Si 8.005 8.184 23.397 -0.008 0.006 0.016
Si 5.695 10.285 23.292 0.004 -0.004 0.032
Si 8.499 13.439 23.653 -0.003 -0.003 0.02
Si 10.767 0.248 23.586 0.003 -0.003 0.032
Si 13.524 2.739 23.757 -0.002 0 0.019
Si 11.406 4.932 23.338 0.007 -0.005 0.023
Si 14.243 7.46 23.061 0.011 -0.013 0.032
Si 10.48 11.091 23.168 -0.009 0.006 0.03
Si 13.551 13.25 22.963 -0.004 0.005 0.022
Si 1.108 1.423 24.605 0 0.006 0.001
Si 3.921 4.064 24.321 0.002 0.004 0.002
Si 1.418 6.724 24.906 -0.002 -0.004 -0.025
Si 4.231 9.457 24.922 -0.006 -0.008 -0.015
Si 1.632 12.162 24.58 0.001 0 0.004
Si 4.213 15.108 24.466 -0.003 -0.007 0.002
Si 6.856 1.262 24.573 0.004 0.003 0.002
Si 9.633 4.04 24.637 -0.001 -0.003 -0.001
Si 6.716 6.75 24.699 0.001 0.008 0.001
Si 9.524 9.474 24.594 -0.002 0.002 0.001
Si 6.756 12.136 24.506 0.013 0.005 -0.009
Si 9.726 14.917 24.911 -0.001 0.004 -0.022
Si 12.213 1.332 25.012 -0.003 0.003 -0.026
Si 14.972 4.062 24.98 -0.002 0.001 -0.016
Si 12.48 6.669 24.513 -0.003 -0.008 0.002
Si 15.22 9.375 24.235 0 -0.003 0.002
Si 12.217 12.089 24.482 -0.005 0.003 0.003
Si 14.823 14.842 24.41 0.002 0.007 0.005
Si -0.009 2.669 26.216 -0.003 -0.001 0.001
Si 2.671 0.038 25.808 -0.002 0.001 0.006
Si 0.012 8.199 26.006 0.023 -0.021 0.008
Si 2.805 5.298 26.062 -0.015 0.016 0.002
Si 0.046 13.562 25.763 0 -0.004 0.009
Si 2.867 10.924 26.117 0.013 -0.007 0
Si 5.379 2.715 25.76 0.001 -0.003 0.012
Si 8.189 -0.04 26.058 0.017 -0.02 0
Si 5.53 8.074 26.218 -0.01 0.01 -0.003
Si 8.182 5.385 25.931 -0.001 0.001 0.009
Si 5.493 13.638 25.875 0.009 -0.015 0.003
Si 8.152 10.839 25.972 -0.006 0.001 0
Si 10.823 2.74 26.209 0.023 -0.02 -0.003
Si 13.612 -0.198 26.064 -0.011 0.016 -0.003
Si 11.008 8.087 25.816 -0.008 0.004 0.01
Si 13.617 5.484 26.183 0.015 -0.013 -0.001
Si 11.069 13.473 26.086 -0.017 0.022 0
Si 13.741 10.727 25.694 -0.003 0.006 0.01
Si 1.396 4.049 27.463 0.009 0.018 0.014
Si 4.045 1.38 27.218 -0.009 -0.003 0.028
Si 1.405 9.54 27.36 -0.022 0 0.019
Si 4.102 6.706 27.444 -0.012 -0.007 0.008
Si 1.359 14.953 27.201 0.003 0.003 0.029
Si 4.175 12.346 27.38 -0.014 0 0.02
Si 6.771 4.014 27.248 0.013 0.009 0.025
Si 9.472 1.332 27.468 0 0.018 0.017
Si 6.871 9.527 27.439 0.002 0.004 0.013
Si 9.574 6.787 27.25 0.006 0.007 0.025
Si 6.821 14.922 27.35 -0.009 0.018 0.022
Si 9.546 12.191 27.332 -0.004 -0.013 0.017
Si 12.227 4.107 27.483 -0.019 -0.006 0.011
Si 14.939 1.241 27.424 -0.009 0.008 0.012
Si 12.35 9.469 27.196 -0.01 -0.014 0.031
Si 15.008 6.87 27.437 -0.007 -0.001 0.007
Si 12.299 14.862 27.482 0.002 0.017 0.015
Si 15.016 12.182 27.152 -0.004 0.008 0.029
Si 0.039 -0.072 28.698 0.027 -0.017 0.22
Si 2.76 2.675 28.738 0.023 -0.032 0.219
Si 0.029 5.463 28.758 -0.004 -0.012 0.215
Si 2.724 8.136 28.725 0.024 0.005 0.215
Si 0.018 10.911 28.663 0.02 0 0.202
Si 2.718 13.66 28.665 0.013 -0.015 0.19
Si 5.409 0.007 28.632 0.015 -0.016 0.199
Si 8.088 2.71 28.738 0.003 -0.003 0.211
Si 5.488 5.367 28.727 0.013 -0.011 0.219
Si 8.247 8.133 28.698 -0.002 -0.013 0.198
Si 5.493 10.926 28.733 -0.002 -0.015 0.212
Si 8.2 13.578 28.706 0.025 -0.014 0.234
Si 10.885 -0.05 28.752 0.02 -0.023 0.22
Si 13.59 2.676 28.751 0.04 -0.025 0.214
Si 10.848 5.474 28.76 -0.008 0.004 0.217
Si 13.615 8.204 28.738 0.003 0.015 0.218
Si 10.953 10.814 28.617 -0.005 0.013 0.192
Si 13.711 13.5 28.695 0.032 -0.038 0.206
Si 1.365 1.327 30.065 0.151 -0.142 0.278
Si 4.085 4.066 30.094 0.259 -0.243 0.363
Si 1.369 6.818 30.126 -0.007 -0.01 0.42
Si 4.095 9.541 30.043 0.004 -0.015 0.271
Si 1.37 12.283 30.037 -0.042 0.005 0.057
Si 4.061 15.012 30.048 -0.063 0.029 0.091
Si 6.739 1.346 30.08 0.007 0.047 0.141
Si 9.474 4.083 30.087 -0.087 0.127 0.218
Si 6.836 6.78 30.043 0.181 -0.122 0.218
Si 9.588 9.502 30.038 0.163 -0.177 0.256
Si 6.845 12.258 30.098 0.007 -0.115 0.436
Si 9.52 14.943 30.099 0.076 -0.046 0.366
Si 12.215 1.345 30.107 0.108 -0.055 0.421
Si 14.962 4.08 30.069 0.094 -0.094 0.324
Si 12.235 6.84 30.087 -0.055 0.012 0.324
Si 14.99 9.573 30.07 -0.064 0.003 0.192
Si 12.281 12.19 30.022 0.157 -0.136 0.147
Si 14.997 14.93 30.062 0.308 -0.337 0.296
Si -0.003 2.72 6.907 -0.133 0.121 -0.274
Si 2.712 0.014 6.951 -0.126 0.097 -0.311
Si -0.001 8.194 6.947 0.042 -0.074 -0.242
Si 2.723 5.444 6.969 -0.155 0.105 -0.146
Si 0.012 13.625 6.928 -0.234 0.169 -0.437
Si 2.742 10.913 6.904 0.074 -0.035 -0.155
Si 5.406 2.73 6.956 -0.128 0.262 -0.431
Si 8.143 -0.001 6.933 0.065 0.03 -0.194
Si 5.446 8.154 6.89 -0.094 0.062 -0.167
Si 8.148 5.45 6.95 -0.028 0.042 -0.402
Si 5.451 13.644 6.905 0.026 -0.095 -0.201
Si 8.209 10.864 6.903 -0.181 0.071 -0.274
Si 10.844 2.711 6.957 0.092 -0.003 -0.129
Si 13.614 0 6.922 -0.187 0.245 -0.183
Si 10.887 8.182 6.954 -0.096 0.014 -0.415
Si 13.591 5.453 6.925 -0.036 0.071 -0.22
Si 10.918 13.566 6.896 -0.097 0.127 -0.222
Si 13.624 10.9 6.944 -0.019 0.057 -0.301
Si 1.307 4.092 8.301 -0.022 0.051 -0.207
Si 4.023 1.419 8.308 -0.022 0.002 -0.21
Si 1.388 9.558 8.282 0.028 -0.03 -0.213
Si 4.082 6.831 8.315 -0.024 0.024 -0.205
Si 1.318 15.008 8.291 -0.037 0.061 -0.199
Si 4.108 12.28 8.278 0.006 -0.018 -0.204
Si 6.756 4.116 8.292 -0.017 0.013 -0.202
Si 9.477 1.357 8.339 0.019 -0.016 -0.2
Si 6.812 9.509 8.242 -0.03 0.045 -0.217
Si 9.507 6.818 8.287 0.013 -0.004 -0.197
Si 6.786 14.993 8.304 0.021 -0.02 -0.211
Si 9.549 12.227 8.271 -0.048 0.059 -0.236
Si 12.213 4.103 8.292 -0.002 -0.021 -0.202
Si 14.943 1.417 8.29 -0.049 0.028 -0.213
Si 12.24 9.554 8.284 -0.005 0.012 -0.208
Si 14.94 6.832 8.293 0.01 -0.015 -0.207
Si 12.242 14.968 8.26 -0.05 0.048 -0.224
Si 14.975 12.295 8.287 0.001 -0.017 -0.196
Si -0.033 0.08 9.656 -0.001 -0.008 -0.019
Si 2.651 2.765 9.691 0.002 0.006 -0.029
Si -0.061 5.459 9.673 -0.005 -0.013 -0.008
Si 2.717 8.2 9.694 0.006 0 -0.017
Si 0.021 10.93 9.602 0.013 0.009 -0.018
Si 2.694 13.648 9.595 0.016 -0.022 -0.026
Si 5.42 0.084 9.614 0.011 -0.013 -0.028
Si 8.075 2.759 9.655 0.007 -0.016 -0.019
Si 5.448 5.492 9.693 0.004 0.003 -0.025
Si 8.152 8.179 9.634 -0.003 0.003 -0.022
Si 5.479 10.871 9.627 -0.005 -0.005 -0.011
Si 8.168 13.584 9.617 0.007 0.002 -0.012
Si 10.866 -0.051 9.665 0.01 0.004 -0.01
Si 13.6 2.803 9.685 0.011 0.003 -0.015
Si 10.832 5.447 9.646 0.013 -0.005 -0.016
Si 13.548 8.181 9.637 0.025 0.002 -0.015
Si 10.913 10.914 9.663 -0.007 -0.008 -0.021
Si 13.631 13.685 9.646 -0.01 -0.008 -0.023
Si 1.25 1.454 11.079 0.002 -0.012 -0.003
Si 4.013 4.163 11.004 0.007 -0.001 0.001
Si 1.295 6.826 11.02 -0.004 0.005 -0.008
Si 4.132 9.546 11.049 -0.004 0.007 -0.012
Si 1.403 12.253 10.975 -0.004 0.003 0.002
Si 3.981 15.118 10.886 -0.002 0 0.004
Si 6.7 1.448 11.047 0.006 0.002 -0.004
Si 9.412 4.128 10.996 0.007 0.001 0.002
Si 6.83 6.861 11.069 -0.005 0.005 -0.003
Si 9.535 9.518 10.973 -0.007 0.003 -0.001
Si 6.854 12.207 10.997 -0.012 0.006 -0.002
Si 9.483 14.9 11.047 -0.002 0.005 -0.01
Si 12.247 1.369 10.956 -0.007 0.002 -0.006
Si 14.873 4.229 11.152 0.003 -0.001 -0.013
Si 12.164 6.815 11.001 -0.009 0.005 -0.004
Si 14.923 9.601 10.894 -0.006 0.003 0.007
Si 12.25 12.359 10.981 0.004 0.002 -0.003
Si 14.966 15.067 11.035 0.004 0 -0.003
Si -0.03 2.898 12.498 -0.005 0.005 -0.002
Si 2.672 0.113 12.39 0 -0.001 -0.006
Si -0.217 8.139 12.256 0.007 0.007 0.006
Si 2.734 5.576 12.404 -0.004 0.001 -0.002
Si 0.08 13.711 12.282 -0.002 -0.008 -0.001
Si 2.725 10.843 12.402 0.001 0.005 0.003
Si 5.289 2.798 12.431 -0.005 0.001 0.001
Si 8.044 -0.006 12.296 0.002 -0.01 0.001
Si 5.521 8.265 12.474 0.002 -0.002 -0.003
Si 8.154 5.476 12.478 -0.006 -0.002 -0.006
Si 5.288 13.62 12.052 0.004 -0.002 0.013
Si 8.331 10.908 12.406 -0.005 0 -0.001
Si 10.729 2.663 12.205 0.006 -0.002 0.006
Si 13.637 0.113 12.43 -0.012 0.001 0.002
Si 10.82 8.126 12.378 0.009 0.008 -0.001
Si 13.381 5.574 12.554 0.008 -0.003 0.002
Si 10.916 13.591 12.483 -0.005 0.003 -0.005
Si 13.627 11.013 12.274 0.007 -0.008 0.002
Si 1.554 4.124 13.796 -0.002 0.004 0.022
Si 3.639 1.748 13.805 0.004 -0.003 0.024
Si 0.99 9.643 13.496 -0.005 -0.001 0.027
Si 4.311 6.716 13.759 0 0.006 0.027
Si 1.666 14.767 13.67 0 -0.002 0.031
Si 3.882 12.538 13.547 0.004 -0.005 0.017
Si 6.433 4.41 13.675 0.005 0 0.026
Si 9.627 1.116 13.576 -0.003 0.012 0.018
Si 7.234 9.347 13.732 -0.004 0.003 0.027
Si 9.336 6.988 13.895 -0.002 0.002 0.034
Si 6.633 14.853 13.423 -0.007 0.002 0.02
Si 10.062 11.789 13.833 -0.003 0.004 0.021
Si 12.115 3.829 13.625 -0.009 -0.008 0.022
Si 14.641 1.828 13.775 0.002 0.006 0.03
Si 12.269 9.572 13.474 0.001 -0.001 0.008
Si 14.455 7.327 13.779 0.006 -0.005 0.022
Si 11.995 15.335 13.659 0.009 0 0.03
Si 15.296 12.124 13.527 0.01 0.004 0.029
Si 13.936 15.732 18.919 -0.004 -0.001 0.046
Si -16.711 12.385 16.475 0.001 -0.004 0.062
Si -18.4 -4.916 20.545 0.007 0 0.036
Si 1.348 9.708 16.45 0.001 0.001 0.06
Si -8.868 25.527 19.282 0 -0.001 0.048
Si 18.562 -15.071 20.362 0.007 0.001 0.043
Si 1.044 15.171 16.667 -0.003 0.004 0.068
Si 3.978 30.987 17.725 -0.006 -0.01 0.055
Si 27.566 -8.097 19.017 0.007 0.009 0.048
Si 16.673 -8.837 18.436 -0.001 0.007 0.062
Si 9.521 15.391 17.185 0.006 -0.004 0.053
Si -0.251 5.655 15.906 -0.001 0.001 0.064
Si 5.215 21.551 20.381 -0.008 -0.002 0.041
Si 11.833 -1.178 21.083 -0.002 0.001 0.046
Si -24.853 6.054 19.095 -0.009 0 0.048
Si 7.898 18.172 20.569 -0.011 -0.002 0.043
Si -22.653 6.251 16.979 -0.003 0.009 0.073
Si 9.36 -2.647 19.711 -0.001 -0.004 0.053
Si -8.686 2.386 15.7 0.005 -0.006 0.054
Si -10.903 12.372 16.231 -0.005 0.001 0.054
Si 8.205 -2.897 15.387 -0.012 0.016 0.054
Si 16.189 17.511 18.428 0.013 -0.002 0.054
Si -22.649 -5.725 20.195 0.005 0.002 0.035
Si -11.401 18.467 20.625 0 0.002 0.026
Si 14.046 -8.059 20.103 -0.007 0.001 0.039
Si 0.613 -3.937 20.612 -0.001 0 0.029
Si -12.907 29.254 20.127 -0.007 -0.012 0.034
Si 0.925 31.6 21.604 -0.006 0.003 0.03
Si -1.701 2.934 16.529 -0.001 0.005 0.063
Si 3.884 24.543 16.475 0 0.004 0.064
Si 20.949 26.44 20.372 0.002 0.003 0.063
Si 13.717 29.26 18.32 0.002 -0.003 0.05
Si 22.763 -22.877 16.649 0.002 -0.007 0.064
Si -6.597 6.506 21.217 0.002 0.002 0.041
Si 3.195 -8.891 19.331 0.013 0 0.045
Si -8.838 15.227 21.29 0.004 -0.005 0.038
Si 38.018 16.517 15.801 0.009 -0.005 0.053
Si 11.568 3.624 16.69 -0.005 -0.002 0.054
Si 9.258 -14.301 17.977 0.001 -0.002 0.056
Si 12.472 14.982 16.62 0.003 -0.003 0.065
O 2.779 -2.704 14.108 -0.006 0.006 -0.019
O 10.817 16.421 14.062 0 -0.002 -0.013
O -9.759 1.218 15.932 -0.004 0 -0.019
O 1.011 5.048 15.056 0.014 -0.013 -0.038
O -11.45 17.861 22.159 0.002 -0.001 -0.004
O -6.888 -2.192 18.182 0 0.017 -0.033
O 3.505 7.313 17.747 0.004 0.009 -0.048
O 4.993 15.843 17.238 0.006 0.012 -0.031
O -6.646 -4.212 19.768 -0.002 0.008 -0.018
O -7.312 2.369 19.535 0.01 0 -0.033
O -2.085 12.023 22.067 -0.003 0 -0.012
O 10.615 7.594 17.666 -0.008 -0.016 -0.035
O 4.097 1.006 15.194 -0.01 0.01 -0.037
O 12.755 -2.283 21.798 -0.002 0.008 -0.019
O 6.408 5.244 19.269 0.006 0.005 -0.018
O 1.093 -7.307 15.004 0.002 -0.001 -0.047
O -2.939 2.858 13.804 0.007 0.003 -0.02
O 15.068 16.782 19.351 0.002 0 -0.021
O 0.254 13.896 21.103 0.003 -0.004 -0.009
O -9.389 12.962 16.267 0.012 0.003 -0.025
O 22.718 1.891 19.966 0.003 -0.002 -0.013
O -15.569 11.222 16.479 0 -0.001 -0.019
O 5.78 5.659 21.842 0 -0.005 -0.023
O 11.206 10.644 14.242 -0.001 0.001 -0.013
O 9.621 1.295 23.134 -0.007 0.007 -0.016
O 11.044 -0.668 16.812 0.003 -0.003 -0.019
O 11.376 3.844 15.087 0.009 0.006 -0.05
O 1.864 9.174 22.859 -0.016 0.017 -0.015
O 0.288 16.433 17.31 0.007 -0.014 -0.03
O 3.639 23.722 15.097 0.005 -0.019 -0.053
O 20.558 11.568 19.8 0.001 0.007 -0.009
O 2.578 19.249 14.29 0.005 -0.004 -0.017
O 10.92 9.826 19.102 0.002 -0.007 -0.014
O 8.796 7.346 22.237 0.007 -0.005 -0.013
O 15.67 11.815 19.846 0 -0.001 -0.018
O 3.386 13.259 21.731 0.003 -0.005 -0.03
O 6.955 -6.23 15.157 0.009 -0.005 -0.054
O -5.629 2.457 17.41 0.007 0.007 -0.022
O -8.391 2.782 21.892 -0.003 -0.002 -0.025
O -1.394 1.789 15.394 0.001 -0.013 -0.049
O -6.876 12.346 22.884 0.007 -0.006 0
O 4.005 6.223 20.012 -0.005 0.01 -0.012
O 1.117 18.034 19.289 -0.018 0 -0.027
O -3.2 12.04 19.551 -0.003 0.008 -0.021
O -2.962 24.854 14.226 -0.005 0.004 -0.015
O 2.975 9.574 16.583 -0.002 0 -0.016
O -7.779 22.246 17.652 0.015 -0.001 -0.036
O -2.647 -8.74 21.529 0.001 0.008 -0.024
O 1.901 12.575 19.662 0.005 0.005 -0.022
O 5.376 5.547 14.22 0.002 -0.007 -0.015
O -7.638 14.896 15.892 -0.009 -0.015 -0.026
O 4.026 -2.146 19.287 0.005 0.012 -0.03
O 23.97 9.581 17.707 -0.011 0.005 -0.035
O -6.916 12.354 15.253 0.014 -0.014 -0.039
O -0.961 7.69 19.377 0.016 -0.003 -0.021
O -0.812 35.154 17.792 -0.013 0.01 -0.036
O -3.247 19.471 16.961 0.004 0 -0.025
O 8.211 32.943 20.885 -0.005 0.007 -0.001
O 9.855 6.47 15.369 -0.007 0.011 -0.07
O -7.741 9.833 20.235 -0.004 -0.002 -0.009
O -2.8 -16.689 17.355 -0.009 0.001 -0.031
O 21.801 -7.836 16.587 -0.001 0 -0.02
O 2.498 15.135 17.347 -0.007 0.003 -0.022
O 16.947 8.869 17.616 0.007 0.014 -0.032
O 24.174 -2.242 20.187 0.004 -0.003 -0.012
O 12.622 -0.483 19.858 0.012 0.001 -0.028
O 15.193 12.657 15.063 -0.008 0 -0.054
O 16.513 22.617 17.343 -0.007 -0.016 -0.04
O 10.456 14.487 20.582 -0.004 -0.001 -0.019
O -3.786 -2.796 17.369 -0.006 0.008 -0.025
O 5.79 -17.293 14.736 0.011 -0.005 -0.032
O 1.589 7.222 19.448 -0.007 0.002 -0.024
O 0.301 13.767 16.955 0.002 0 -0.022
O 6.042 9.725 19.767 0.008 -0.003 -0.03
O 8.089 14.636 22.645 -0.01 0.011 -0.027
O 3.602 -7.436 19.969 -0.006 -0.01 -0.028
O -9.418 9.281 22.816 0 -0.002 -0.008
O 1.672 14.88 22.98 0 0.004 -0.02
O 10.576 7.542 20.318 0.009 0.004 -0.021
O 2.155 2.205 21.684 0.008 -0.011 -0.024
O 16.124 16.368 21.885 0.006 -0.006 -0.022
O 14.714 12.017 17.444 0.015 0 -0.027
O 3.87 23.436 22.892 0.012 -0.014 0
O 14.501 1.667 22.952 0.01 -0.013 -0.007
O 7.018 3.685 15.007 -0.011 0.015 -0.033
O 5.95 15.56 21.691 0 0 -0.005
O 4.631 20.056 20.575 0 0.001 -0.017
O -3.833 3.748 22.92 -0.008 0.012 -0.018
O -3.495 -8.299 19.061 -0.004 -0.003 -0.02
O -8.123 8.12 14.209 0.003 0.001 -0.017
O 0.859 11.295 21.776 -0.004 0.007 -0.021
O 4.859 12.035 14.752 -0.013 0.002 -0.046
O -7.369 16.773 17.786 -0.002 -0.004 -0.025
O 3.742 1.414 19.786 0.001 -0.002 -0.005
O 12.724 14.82 15.038 -0.008 0 -0.055
O 4.353 13.349 16.881 0.012 -0.008 -0.024
O 0.995 4.268 22.795 0.013 -0.012 -0.014
O 21.843 11.027 17.105 0 0.007 -0.027
O 10.768 21.861 21.968 -0.006 0.005 -0.019
O 4.737 10.368 21.972 -0.004 -0.001 -0.019
O 8.918 1.808 14.876 0.01 -0.011 -0.036
O 8.157 2.864 17.145 -0.012 0.001 -0.032
O 15.254 -9.529 15.105 -0.016 0.014 -0.039
O 1.097 -0.929 15.063 0.008 -0.005 -0.056
O -0.914 6.325 22.818 -0.012 0.013 -0.015
O -4.807 16.264 22.187 0.005 -0.016 -0.035
O 0 -5.43 13.698 -0.006 0.005 -0.02
O 14.479 -2.123 18.988 0 0.001 -0.011
O 14.182 9.823 20.527 0.002 -0.002 -0.008
O -1.249 -11.924 16.065 0.008 0.006 -0.02
O 18.326 15.996 20.633 0.004 0.003 -0.023
O 10.773 10.545 21.641 -0.002 -0.001 -0.024
O 8.828 5.572 20.257 -0.007 0.001 -0.029
O 7.477 7.601 19.39 -0.001 0.003 -0.021
O 7.689 13.677 13.881 -0.005 0.006 -0.028
O -5.265 5.051 17.296 0.003 -0.005 -0.022
H 0.551 2.157 30.997 0.184 -0.254 -0.318
H 2.197 0.516 30.997 -0.435 0.348 -0.177
H 3.268 4.893 31.026 0.237 -0.236 -0.342
H 4.902 3.24 31.026 -0.365 0.369 -0.159
H 2.184 5.99 31.058 -0.238 0.308 -0.24
H 0.549 7.642 31.058 0.275 -0.271 -0.245
H 4.906 8.708 30.976 -0.2 0.29 -0.239
H 3.279 10.368 30.976 0.242 -0.306 -0.242
H 0.543 13.1 30.969 0.373 -0.328 -0.265
H 2.192 11.462 30.969 -0.243 0.244 -0.299
H 4.889 14.197 30.981 -0.197 0.175 -0.329
H 3.234 15.829 30.981 0.42 -0.328 -0.247
H 7.577 0.542 31.013 -0.273 0.147 -0.306
H 5.932 2.183 31.013 0.228 -0.447 -0.256
H 10.295 3.261 31.019 -0.248 0.217 -0.311
H 8.665 4.917 31.019 0.344 -0.426 -0.189
H 6.009 7.597 30.976 0.22 -0.196 -0.316
H 7.652 5.953 30.976 -0.35 0.436 -0.2
H 10.403 8.674 30.971 -0.381 0.466 -0.208
H 8.761 10.319 30.971 0.258 -0.14 -0.356
H 7.658 11.427 31.03 -0.238 0.287 -0.213
H 6.021 13.077 31.03 0.265 -0.168 -0.257
H 8.701 15.768 31.032 0.199 -0.267 -0.27
H 10.348 14.128 31.032 -0.285 0.203 -0.212
H 11.391 2.165 31.039 0.228 -0.301 -0.259
H 13.053 0.54 31.039 -0.26 0.213 -0.213
H 15.785 3.26 31.001 -0.235 0.297 -0.215
H 14.14 4.902 31.001 0.214 -0.285 -0.27
H 13.047 6.009 31.02 -0.213 0.244 -0.281
H 11.412 7.66 31.02 0.452 -0.378 -0.191
H 14.156 10.383 31.003 0.467 -0.295 -0.209
H 15.8 8.74 31.003 -0.211 0.278 -0.316
H 13.119 11.385 30.954 -0.522 0.278 -0.199
H 11.463 13.016 30.954 0.192 -0.185 -0.358
H 15.831 14.121 30.995 -0.397 0.404 -0.126
H 14.18 15.757 30.995 0.127 -0.227 -0.373
H -0.826 3.54 5.975 0.287 -0.256 0.223
H 0.812 1.891 5.975 -0.283 0.299 0.273
H 1.879 0.826 6.019 0.326 -0.306 0.222
H 3.538 -0.802 6.019 -0.265 0.283 0.297
H -0.811 9.028 6.015 0.321 -0.309 0.246
H 0.819 7.37 6.015 -0.284 0.233 0.242
H 3.54 4.617 6.036 -0.32 0.295 0.28
H 1.907 6.271 6.036 0.275 -0.247 0.239
H -0.822 14.434 5.995 0.305 -0.317 0.182
H 0.839 12.808 5.995 -0.247 0.296 0.298
H 1.92 11.734 5.971 0.291 -0.281 0.258
H 3.558 10.085 5.971 -0.24 0.297 0.265
H 6.212 1.893 6.023 -0.239 0.249 0.304
H 4.589 3.556 6.023 0.359 -0.336 0.164
H 8.962 -0.826 6.001 -0.184 0.237 0.289
H 7.304 0.804 6.001 0.302 -0.248 0.24
H 4.635 8.986 5.957 0.239 -0.292 0.256
H 6.272 7.337 5.957 -0.367 0.248 0.254
H 8.957 4.616 6.017 -0.289 0.292 0.247
H 7.332 6.277 6.017 0.321 -0.324 0.239
H 4.622 14.459 5.973 0.295 -0.29 0.244
H 6.275 12.825 5.973 -0.173 0.249 0.273
H 9.036 10.048 5.971 -0.37 0.346 0.231
H 7.396 11.695 5.971 0.206 -0.212 0.249
H 11.667 1.891 6.025 -0.282 0.211 0.278
H 10.022 3.534 6.025 0.276 -0.311 0.259
H 14.43 -0.827 5.989 -0.221 0.319 0.297
H 12.776 0.806 5.989 0.3 -0.234 0.2
H 10.072 9.011 6.021 0.328 -0.4 0.222
H 11.711 7.362 6.021 -0.271 0.289 0.272
H 14.412 4.63 5.993 -0.268 0.238 0.288
H 12.778 6.284 5.993 0.298 -0.307 0.222
H 10.09 14.382 5.963 0.216 -0.205 0.244
H 11.736 12.74 5.963 -0.343 0.352 0.241
H 12.786 11.705 6.012 0.367 -0.327 0.243
H 14.457 10.09 6.012 -0.29 0.314 0.265

Results
free energy: -231033.487 eV
free energy less fixed offsets of H -15.71, O -570.45, Si -639.56 eV per atom: -2.807 eV

The program warned: the cutoff lies below the one the program advises for these potential files; the forces do not sum to zero within the program's tolerance; empty levels may hold ghost states of the PAW files; the exchange-correlation potential is rough where the density is thin.
